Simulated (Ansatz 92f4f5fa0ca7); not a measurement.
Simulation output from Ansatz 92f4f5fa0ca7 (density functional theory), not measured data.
Periodic cell of 272 atoms, Si165O105B2, from a study of silicon, its oxide and their interface. The atomic structure is a simulated model.
Doubt: the cutoff is far below the 930 eV that the study's wrapper takes by default for these files, so forces and energies are approximate.
This geometry differs little from another in the collection (a relaxation step or a small displacement).

Settings
functional: PBE
potential files: Ansatz PAW
basis: plane waves
wave-function cutoff: 580 eV
density cutoff ratio: 5
exchange-correlation grid ratio: 1
k mesh: 1 x 1 x 1, Gamma-centred
self-consistency stop: 5e-08 eV per atom in the density residual
occupations: fixed
spin: none
net charge: 0

Cell vectors (angstrom)
a  11.6015  0  0
b  0  13.3963  0
c  0  0  29.8085

Atoms: element, x, y, z (angstrom)
Si  11.5546  0.1649  22.9334
Si  3.9064  0.1359  23.0277
Si  7.6778  0.1017  23.1489
Si  2.0455  3.4506  22.9009
Si  5.8924  3.6534  23.0268
Si  9.7635  3.5156  23.063
Si  11.6607  6.846  23.0451
Si  3.9575  7.0227  23.1653
Si  7.7859  6.8453  23.1633
Si  2.0204  10.216  23.2364
Si  5.8533  10.0867  23.2755
Si  9.8306  10.0768  23.181
Si  11.6928  2.3671  23.7898
Si  3.9794  2.3859  23.7542
Si  7.7861  2.3922  23.7862
Si  2.0267  5.7028  23.7009
Si  5.8317  5.7932  23.9691
Si  9.7347  5.7207  23.884
Si  11.733  9.0131  24.001
Si  3.9006  9.1224  24.1599
Si  7.843  9.0492  23.966
Si  1.9143  12.4835  23.8105
Si  5.7763  12.3619  23.9179
Si  9.6834  12.3773  23.7958
Si  11.64  2.286  26.1932
Si  3.9083  2.3005  26.1699
Si  7.7544  2.3035  26.1895
Si  1.9737  5.6188  26.1433
Si  5.8163  5.6579  26.3098
Si  9.7015  5.6348  26.254
Si  11.6562  8.9684  26.3327
Si  3.8807  9.006  26.4496
Si  7.7897  8.9866  26.3105
Si  1.9239  12.3736  26.2095
Si  5.7971  12.3232  26.2779
Si  9.6833  12.3324  26.1966
Si  1.9686  1.1867  27.0221
Si  5.8227  1.1757  27.0203
Si  9.6866  1.1697  27.0044
Si  11.642  4.5079  27.0124
Si  3.8802  4.5064  27.0298
Si  7.7553  4.5137  27.0419
Si  1.9584  7.81  27.0732
Si  5.8439  7.8795  27.085
Si  9.7084  7.849  27.0698
Si  11.6135  11.2263  27.0381
Si  3.8471  11.2587  27.0751
Si  7.7566  11.2232  27.0471
Si  1.9336  1.1164  29.4135
Si  5.8008  1.1164  29.4135
Si  9.6679  1.1164  29.4135
Si  0  4.4654  29.4135
Si  3.8672  4.4654  29.4135
Si  7.7343  4.4654  29.4135
Si  1.9336  7.8145  29.4135
Si  5.8008  7.8145  29.4135
Si  9.6679  7.8145  29.4135
Si  0  11.1635  29.4135
Si  3.8672  11.1635  29.4135
Si  7.7343  11.1635  29.4135
Si  0  0  0.3944
Si  3.8672  0  0.3944
Si  7.7343  0  0.3944
Si  1.9336  3.3491  0.3944
Si  5.8008  3.3491  0.3944
Si  9.6679  3.3491  0.3944
Si  0  6.6981  0.3944
Si  3.8672  6.6981  0.3944
Si  7.7343  6.6981  0.3944
Si  1.9336  10.0472  0.3944
Si  5.8008  10.0472  0.3944
Si  9.6679  10.0472  0.3944
Si  11.5465  -0.036  2.7445
Si  3.8415  -0.0626  2.7984
Si  7.6615  -0.0818  2.7719
Si  1.9269  3.2911  2.7431
Si  5.7538  3.2926  2.7984
Si  9.5983  3.3256  2.7581
Si  11.5825  6.6551  2.7599
Si  3.8686  6.6383  2.7442
Si  7.7321  6.6643  2.7612
Si  1.9307  10.0097  2.7592
Si  5.8244  10.053  2.7767
Si  9.6749  9.9879  2.7543
Si  11.5504  2.2192  3.4389
Si  3.8157  2.1399  3.6238
Si  7.6798  2.1291  3.549
Si  1.9129  5.5175  3.4999
Si  5.8072  5.5473  3.5634
Si  9.6503  5.5495  3.5887
Si  11.6107  8.886  3.5665
Si  3.904  8.8826  3.4509
Si  7.7409  8.8878  3.5647
Si  1.8625  12.2428  3.5509
Si  5.7482  12.2335  3.7466
Si  9.6153  12.2113  3.5147
Si  11.4694  2.1985  5.756
Si  3.7224  2.0639  6.0296
Si  7.6096  2.0087  5.917
Si  1.8874  5.4452  5.8467
Si  5.8045  5.5116  5.9375
Si  9.6175  5.4973  5.9773
Si  11.6403  8.8355  5.9461
Si  3.938  8.8195  5.7751
Si  7.7814  8.8339  5.9446
Si  1.776  12.1888  5.925
Si  5.707  12.1643  6.257
Si  9.5782  12.1419  5.8686
Si  1.6348  1.016  6.7089
Si  5.6554  1.0505  6.9857
Si  9.6335  0.9695  6.5983
Si  11.5481  4.3674  6.7018
Si  3.8483  4.3415  6.5622
Si  7.7003  4.228  6.5956
Si  2.0351  7.6788  6.5232
Si  5.8516  7.7647  6.7662
Si  9.7328  7.7353  6.7635
Si  11.4433  11.0333  6.8014
Si  3.6484  10.9703  6.6677
Si  7.7395  11.0095  6.8467
O  9.947  7.8829  8.4267
O  9.9203  0.8432  8.2461
O  1.0503  0.973  8.2964
O  3.0725  10.5891  8.1811
O  5.8954  7.902  8.4398
O  5.5708  1.3133  8.6652
O  3.9201  4.2523  8.2072
O  7.7002  3.794  8.2164
O  -0.0781  4.377  8.3778
O  11.1381  11.0132  8.4564
O  8.0821  10.7871  8.4877
O  2.3588  7.6002  8.1326
O  11.4363  0.186  21.256
O  9.8084  3.6152  21.4042
O  4.1478  7.5347  21.5785
O  5.9982  4.1185  21.411
O  5.7419  9.7576  21.6378
O  2.0634  3.396  21.2168
O  7.3924  13.4131  21.51
O  3.983  0.1239  21.363
O  7.7267  6.8355  21.5032
O  2.0838  10.1413  21.5866
O  11.5555  6.9549  21.3817
O  10.1493  9.6874  21.5818
Si  11.6833  6.4712  11.3354
Si  1.5916  10.3075  16.231
Si  0.2288  3.7455  9.8506
Si  8.0685  12.8421  20.152
Si  2.8477  10.4777  9.7794
Si  2.5343  10.3696  20.0464
Si  10.3585  3.6735  19.8735
Si  0.2989  12.8023  17.1257
Si  10.8472  0.6711  19.8009
Si  3.3238  7.772  16.265
Si  0.3318  6.4631  19.8763
Si  9.3327  2.3597  14.251
Si  2.807  2.6006  10.9528
Si  5.1145  11.9067  15.3839
Si  4.9337  8.6775  20.6976
Si  3.5998  -0.3425  11.2848
Si  5.7595  8.8374  14.8388
Si  -0.1487  11.3828  10.026
Si  9.4216  9.9594  20.1479
Si  3.3777  0.0383  19.8492
Si  7.5373  4.6845  9.5594
Si  2.3522  12.2863  14.1555
Si  6.1355  0.6044  10.0525
Si  2.7275  2.8897  19.7938
Si  5.7376  4.1388  13.6445
Si  7.3236  0.2394  15.6015
Si  9.5762  11.6467  15.1799
Si  2.1088  6.5284  13.5976
Si  2.7072  3.4673  13.9384
Si  11.6876  9.1347  18.3719
Si  11.2589  0.9289  9.1886
Si  9.2022  7.3375  9.7749
B  8.4625  9.4194  14.433
Si  4.9358  7.0243  12.4422
Si  3.0015  5.6081  18.7464
Si  2.6078  7.4458  9.7128
Si  6.352  8.4009  9.9348
Si  4.385  4.7527  9.6602
Si  9.2804  10.8882  12.2703
Si  5.846  13.0925  17.9569
Si  7.9022  4.7623  18.3498
B  7.9136  4.3727  15.5054
Si  7.261  11.1453  9.8689
Si  5.3525  4.1196  19.911
Si  0.7493  1.3987  15.0515
Si  7.5258  7.4313  20.0018
Si  7.729  2.6461  11.7597
O  3.5407  6.1192  9.9855
O  1.8912  2.5638  15.0189
O  -0.2748  13.0182  10.1777
O  8.4269  8.7497  19.7745
O  2.3322  1.3015  19.5661
O  8.0593  4.9031  16.7515
O  2.6724  11.9666  19.7149
O  7.3866  8.7361  14.9684
O  1.2381  0.0824  14.2037
O  4.3231  3.5139  14.1832
O  4.1846  3.4758  10.6987
O  10.8803  1.9168  14.5326
O  11.5058  4.8622  11.0073
O  10.8513  12.1469  16.0409
O  1.8047  3.3613  9.9304
O  8.5074  5.9492  9.3212
O  11.1573  2.2698  19.549
O  5.5582  7.5062  11.0231
O  11.4072  7.5614  18.7632
O  7.9711  8.3059  10.2132
O  10.2329  7.1786  11.0369
O  9.0245  3.8488  14.8571
O  8.6859  11.3717  20.3922
O  10.5477  10.7006  11.2317
O  8.3313  12.3974  15.9102
O  4.3645  2.8268  19.8999
O  4.5309  0.2327  18.7189
O  10.4565  10.0637  18.8981
O  6.591  0.7907  16.9708
O  0.6442  6.7495  12.8645
O  1.1457  7.1689  10.3416
O  3.2948  6.9021  12.5251
O  3.9252  9.5546  19.7673
O  6.6664  4.4468  14.9428
O  0.6609  0.9097  16.6037
O  1.5444  11.7277  17.0876
O  5.36  8.2329  13.4065
O  2.9873  12.4162  12.6563
O  6.4562  3.0136  12.7138
O  2.8586  9.3213  16.6078
O  5.9873  7.9006  19.7306
O  1.9545  6.3788  19.7297
O  1.424  9.6579  19.1209
O  9.3129  10.0403  15.3285
O  3.1882  8.9182  10.2285
O  8.6929  9.5445  13.0634
O  2.3867  7.3865  14.9613
O  9.1  3.7978  18.867
O  4.9371  7.939  15.95
O  7.351  1.4462  10.7278
O  7.9699  6.2695  18.9611
O  5.9745  5.0971  9.72
O  6.9284  -0.7773  19.0443
O  11.0675  2.3089  10.0698
O  9.0476  2.2745  12.6457
O  9.641  11.9265  13.529
O  6.5169  4.0148  18.787
O  6.0894  10.0124  10.0912
O  1.3381  10.7932  10.3007
O  5.2991  10.4051  14.7987
O  1.6821  10.8265  14.6372
O  11.4245  13.0492  18.6585
O  5.4206  11.8401  16.9909
O  8.0936  11.3822  11.2567
O  11.2952  4.9857  19.6182
O  8.2003  1.4157  14.9499
O  2.4301  4.0319  18.6113
O  3.7289  11.7337  10.3401
O  9.2201  0.5115  19.7223
O  2.3602  2.8059  12.4967
O  3.6147  12.497  15.1671
O  8.1144  3.9511  10.8767
O  5.1009  0.3208  11.2993
O  4.4423  5.4388  19.5159
O  6.14  12.9833  14.6608
O  3.1478  6.5644  17.3937
O  2.7571  0.9686  10.7194
O  0.2988  9.4006  16.7527
O  5.5316  5.5536  12.8435
O  2.134  4.9719  14.0405
O  6.6083  12.568  9.4837

Results
free energy: -164916.394 eV
free energy less fixed offsets of B -154.04, O -568.88, Si -635.61 eV per atom: -0.264 eV

Forces (eV/angstrom), in the order of the atoms: element, x, y, z
Si  -0.0054  -0.0048  0.0029
Si  -0.0025  -0.0063  -0.0013
Si  0.0045  -0.0049  0.0001
Si  -0.0144  0.0019  0.0025
Si  0.0032  -0.0012  -0.0021
Si  0.0047  -0.0036  -0.0024
Si  -0.0032  -0.0033  -0.0002
Si  -0.0023  -0.0016  0.0022
Si  0.0044  -0.0042  0.0036
Si  0.0021  -0.0017  -0.0005
Si  -0.0021  0.0025  -0.0005
Si  -0.0006  0.0015  -0.0001
Si  0.0038  0.0013  -0.0016
Si  0.0044  -0.0015  0.0023
Si  -0.0047  -0.0009  0.0011
Si  0.0068  -0.0005  -0.0007
Si  -0.0026  0.0048  0.0007
Si  -0.0028  0.0051  -0.0013
Si  -0.001  -0.0001  0.0008
Si  -0.0004  -0.0026  0.0012
Si  -0.0003  -0.0012  -0.0002
Si  0.002  0.0057  -0.0015
Si  0.0041  0.0015  0.0002
Si  0.0005  0.0023  -0.0007
Si  -0.0005  -0.002  -0.0023
Si  -0.0009  -0.0006  0.0024
Si  -0.001  -0.0005  0.0008
Si  0  0  -0.0001
Si  0.0008  -0.0011  0.0005
Si  0.0002  -0.0008  -0.001
Si  -0.0002  0.0001  -0.0005
Si  0.0006  0.002  -0.001
Si  -0.0007  -0.0012  0.0008
Si  0.0009  -0.0009  -0.0003
Si  -0.0016  0.0001  0.0001
Si  -0.0015  -0.0003  -0.0009
Si  -0.0019  0.0003  -0.0014
Si  0.0016  -0.0013  -0.0017
Si  0.0015  -0.001  0.0016
Si  -0.0004  0.0004  0.0007
Si  -0.0009  0.0012  -0.001
Si  0  0.0001  0
Si  0.0002  -0.0004  0.0008
Si  -0.0013  0.0003  -0.0013
Si  0.0004  -0.0002  -0.0007
Si  0.0002  0.0006  0.0004
Si  0.0001  -0.0003  0.0005
Si  0.0019  0.0015  -0.0009
Si  0.0754  0.1592  -0.1262
Si  0.0427  0.1191  -0.1586
Si  0.0704  0.0802  -0.2005
Si  0.1266  0.0655  -0.1475
Si  -0.0547  0.0342  -0.1701
Si  0.0874  0.0301  -0.0397
Si  -0.0029  -0.1694  0.2403
Si  0.1185  0.0199  0.389
Si  0.0573  0.002  0.1353
Si  0.0076  0.1413  -0.0671
Si  -0.089  0.2687  0.2342
Si  0.038  0.1342  -0.0677
Si  -0.0838  -0.1146  -0.167
Si  0.0269  -0.1777  0.2795
Si  -0.2055  -0.2097  0.0354
Si  0.0843  -0.1116  -0.1196
Si  -0.1127  -0.0859  0.189
Si  -0.2004  0.0196  -0.0804
Si  -0.0769  0.0058  0.0391
Si  -0.0121  -0.1221  -0.1254
Si  0.0104  -0.014  0.03
Si  -0.0253  0.002  -0.0775
Si  0.1239  0.1251  0.0559
Si  -0.0004  -0.1162  -0.0833
Si  0.0003  -0.0016  -0.0002
Si  -0.0001  -0.0002  0.0005
Si  -0.0005  -0.0006  0.0011
Si  0.0005  -0.0006  0.0011
Si  -0.0015  -0.0013  -0.0005
Si  0.0019  -0.0001  -0.0017
Si  -0.0027  -0.0014  0
Si  0.0022  -0.002  0.0008
Si  0.0013  -0.0002  -0.0019
Si  -0.002  -0.0001  0.0005
Si  -0.0002  -0.002  0.0019
Si  0  -0.0002  -0.0009
Si  -0.0027  0.0028  0.0001
Si  0.001  0.0007  -0.0013
Si  0.001  0  -0.0009
Si  0.0003  -0.0002  -0.0014
Si  -0.001  0.0023  0.0001
Si  0.0014  -0.0004  0.0027
Si  0.0007  0.0006  -0.0003
Si  0.0034  0.0006  -0.002
Si  -0.0008  0.0005  0
Si  0.0001  0  0.0017
Si  -0.0011  0.0017  -0.0013
Si  0.001  0.0003  -0.0004
Si  0.0099  -0.0045  -0.0019
Si  -0.003  0.0009  0.0008
Si  0.0038  -0.003  -0.0013
Si  0.0014  -0.0078  0.0004
Si  -0.0034  -0.0015  -0.0004
Si  -0.0027  -0.0034  0.0003
Si  -0.0036  -0.0002  0.0005
Si  0.0011  -0.0014  0.0004
Si  -0.0052  -0.0026  -0.002
Si  0.0017  -0.0034  -0.0004
Si  0.0026  -0.006  0
Si  -0.0002  -0.0035  -0.0001
Si  -0.0053  0.0008  -0.0028
Si  0.0015  -0.0023  0.0086
Si  -0.0045  0.0033  0.0039
Si  -0.003  0.0059  -0.0035
Si  0.0045  0.0059  0.0013
Si  0.0017  0.0096  0.0007
Si  0.0008  0.0065  0.0041
Si  0.0099  -0.001  -0.004
Si  0.0018  -0.0023  0.0009
Si  0.005  -0.0003  0.0015
Si  -0.0087  0.007  0.0023
Si  -0.0013  0.0064  0.0031
O  0.0017  -0.0009  -0.0002
O  -0.0017  -0.0029  -0.0008
O  0.0031  -0.0015  -0.0017
O  0.0014  -0.0028  -0.0015
O  -0.0022  -0.0011  0.0046
O  -0.0012  0.0027  -0.008
O  -0.001  -0.0024  -0.0058
O  0.0013  -0.004  0.001
O  -0.003  -0.0017  0.0017
O  -0.0011  0.0005  0
O  0.0029  -0.0022  -0.0042
O  -0.0013  -0.0021  -0.0053
O  0.0029  0.0011  0.002
O  -0.0023  0.001  0.0049
O  0.0013  0.0002  -0.0025
O  -0.0002  -0.0015  0.0055
O  0.0003  -0.0002  0.0004
O  -0.0011  0.0009  0.0015
O  -0.0017  0.0009  -0.0004
O  -0.0003  -0.0001  0.0039
O  -0.0005  -0.0017  -0.0048
O  -0.0006  -0.0005  -0.0019
O  0.0011  0.0005  -0.0011
O  0.0008  -0.0002  0.0003
Si  0.0049  -0.0029  -0.0026
Si  0.0025  0.0014  -0.0011
Si  0.0055  0.0014  0.0033
Si  -0.0004  -0.0023  -0.0003
Si  0.0017  0  0.0003
Si  -0.0015  0.0002  0.0004
Si  -0.001  0  -0.0029
Si  -0.0007  -0.0008  -0.0013
Si  -0.0012  -0.0017  -0.0016
Si  0.0007  -0.0005  -0.0015
Si  0.0004  -0.0013  0.0013
Si  0.0025  0.0054  -0.0022
Si  -0.008  0.0065  -0.0007
Si  -0.0026  -0.0075  -0.0013
Si  0.0003  -0.0013  0.0005
Si  0.0011  0.0001  0
Si  0.0046  -0.0037  -0.0098
Si  -0.0004  -0.0028  0.0007
Si  -0.0028  0.0004  0.0002
Si  0.0007  -0.0008  -0.0034
Si  -0.0017  0.0009  0.0052
Si  0.0009  -0.0004  -0.0022
Si  0.0003  -0.0037  -0.0003
Si  -0.0009  0.0002  -0.0016
Si  0.0036  0.0049  -0.0015
Si  0.0028  -0.0021  -0.0005
Si  0.0019  0.0013  -0.0049
Si  0.0015  -0.0013  -0.0005
Si  -0.0022  0.0074  -0.0161
Si  0.0033  0.0024  -0.0008
Si  0.0003  0.0017  0.0016
Si  0.0028  -0.0013  -0.0003
B  0.0007  -0.0138  0.0099
Si  0.0017  0.0026  0.0065
Si  0.0005  0.0002  -0.0001
Si  0.0039  -0.0018  0.0053
Si  -0.0012  -0.0041  0.0011
Si  0.0002  0.0021  0.0044
Si  0  -0.003  0.0101
Si  0.0001  -0.0058  -0.0011
Si  0.0002  -0.0012  -0.0113
B  0.0064  0.0047  -0.0098
Si  -0.0059  0.001  -0.001
Si  0.0005  0.0018  -0.0031
Si  -0.0022  -0.0041  0.0004
Si  0.0011  -0.0038  -0.0009
Si  -0.0014  0.0006  0.0001
O  0.0006  0.0016  -0.0028
O  0.0027  0.0016  -0.0032
O  -0.0004  0.0007  -0.0006
O  0.0008  -0.0005  -0.001
O  -0.0003  0.0004  0.0012
O  -0.0012  -0.0016  0.0066
O  0.0002  0.0004  0.0003
O  -0.0063  0.008  -0.007
O  0.0005  -0.0004  0.0012
O  -0.0147  -0.003  -0.0058
O  -0.0043  -0.002  0.0001
O  -0.0002  -0.0024  0.0016
O  0.0003  -0.0013  -0.0011
O  0.0015  0.0013  0.0016
O  0.0027  -0.0083  0.0062
O  0.001  -0.0002  0.0005
O  -0.0003  0.0006  0.0003
O  0.001  -0.001  0.0044
O  -0.0012  -0.0013  -0.0019
O  0.0003  -0.0026  0.0011
O  -0.001  -0.0016  -0.0023
O  -0.014  -0.0026  0.0053
O  -0.0006  0.0005  -0.0021
O  -0.0006  0.0011  -0.0017
O  -0.0031  0.0005  0.0015
O  -0.0012  -0.0032  -0.0001
O  -0.0027  -0.0007  0.0019
O  -0.0009  -0.0012  -0.0005
O  -0.0011  -0.0005  -0.0006
O  0.0023  -0.0007  0.002
O  -0.0005  0.0003  0.0023
O  0.0008  -0.0035  0.0014
O  -0.0002  -0.0006  -0.0001
O  -0.0023  -0.0017  -0.003
O  0.0021  0.0012  0.0001
O  -0.0004  -0.0012  -0.0017
O  0.003  -0.0017  0.0055
O  -0.0009  0.0004  0.0011
O  0.0012  0.0002  0.0004
O  -0.0016  0.0006  0.001
O  -0.0016  0.0004  -0.0004
O  -0.0011  0.0002  -0.0003
O  -0.0004  -0.0008  0
O  -0.0013  0.0009  -0.0033
O  -0.0017  0.0002  -0.0011
O  -0.0039  0.0031  -0.0042
O  -0.0003  -0.0023  0.0001
O  0.0041  -0.0024  0.0017
O  -0.0015  0.0002  0.0006
O  0.0015  -0.0013  -0.0001
O  -0.0004  0.004  -0.0001
O  0.005  -0.0018  -0.0006
O  -0.0018  0.0022  -0.0001
O  0  -0.002  -0.0005
O  -0.0009  -0.0017  0.0004
O  0.0008  0.0015  -0.0002
O  -0.0035  -0.0012  0.0035
O  -0.0001  0.0009  -0.0001
O  -0.0005  0.0004  0.0005
O  0.0024  -0.0015  0.0014
O  -0.0004  -0.0002  0.0018
O  -0.0002  0.0004  0.0025
O  0.0015  0.0034  0.0012
O  -0.0004  0.0033  -0.0036
O  0.0001  0.0017  -0.0007
O  -0.0005  -0.0043  -0.0004
O  -0.0004  -0.0001  -0.0005
O  -0.0004  -0.0009  0.0003
O  -0.0002  -0.0006  -0.001
O  0.0066  0.0093  0.0047
O  0.0004  0.0007  0.0009
O  0.0002  -0.0015  -0.0025
O  -0.0001  -0.0015  0.0007
O  -0.0003  -0.0008  -0.0006
O  0.0019  0.0006  0.0017
O  -0.0006  -0.0018  0.002
O  0.0001  0.0054  0.005
O  -0.002  -0.0022  0.0019
O  0.0018  -0.0042  0.0021
O  0.01  -0.0148  -0.0005
O  -0.0008  0.0002  -0.0003

The program warned: the cutoff lies below the one the program advises for these potential files; the forces do not sum to zero within the program's tolerance; the exchange-correlation potential is rough where the density is thin.
